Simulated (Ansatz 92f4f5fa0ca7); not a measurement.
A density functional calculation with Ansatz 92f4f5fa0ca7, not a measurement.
Periodic cell of 237 atoms, Si145O90P2, from a study of silicon, its oxide and their interface. The atomic structure is a simulated model.
Doubt: the cutoff is far below the 930 eV that the study's wrapper takes by default for these files, so forces and energies are approximate.
This geometry differs little from another in the collection (a relaxation step or a small displacement).

Settings
functional: PBE
potential files: Ansatz PAW
basis: plane waves
wave-function cutoff: 580 eV
density cutoff ratio: 5
exchange-correlation grid ratio: 1
k mesh: 1 x 1 x 1, Gamma-centred
self-consistency stop: 5e-08 eV per atom in the density residual
occupations: fixed
spin: none
net charge: 0

Cell vectors (angstrom)
a 11.6015 0 0
b 0 10.938 0
c 0 0 32.0622

Atoms: element, x, y, z (angstrom)
Si -0.1927 -0.0664 23.2738
Si 3.6739 0.2 23.1078
Si 7.5547 -0.1323 23.4452
Si 1.6901 1.3727 23.4181
Si 5.7362 1.408 23.1882
Si 9.4467 1.2288 23.3623
Si 0.1638 5.3142 23.4586
Si 4.1247 5.2961 23.3886
Si 8.0357 5.6098 23.5439
Si 2.1622 6.585 23.3678
Si 5.9681 6.7699 23.4777
Si 10.0124 6.8686 23.5959
Si 1.9065 2.6667 25.3812
Si 5.8332 2.6569 25.2543
Si 9.6332 2.6889 25.2627
Si 11.6012 4.0079 25.3865
Si 3.8956 3.9744 25.3183
Si 7.7442 4.0941 25.3423
Si 1.9759 8.1496 25.1947
Si 5.7778 8.1679 25.364
Si 9.713 8.2654 25.4277
Si 11.6418 9.5608 25.2633
Si 3.8682 9.5874 25.0769
Si 7.6917 9.522 25.4057
Si 11.6538 -0.0092 27.2061
Si 3.9043 -0.0541 27.1249
Si 7.7611 -0.0153 27.284
Si 1.9891 1.3131 27.2782
Si 5.8309 1.3227 27.2062
Si 9.6985 1.3323 27.2081
Si 11.5951 5.4718 27.2388
Si 3.8494 5.4223 27.2134
Si 7.7149 5.462 27.2656
Si 1.9405 6.8265 27.1813
Si 5.7622 6.7992 27.2729
Si 9.6572 6.8173 27.2819
Si 1.9488 2.7239 29.1756
Si 5.7934 2.7126 29.1407
Si 9.6832 2.7251 29.1432
Si 0.0145 4.0966 29.1646
Si 3.867 4.0886 29.1672
Si 7.7318 4.0779 29.1763
Si 1.9438 8.1869 29.1365
Si 5.7913 8.1934 29.1785
Si 9.674 8.2059 29.1898
Si 0.0117 9.5613 29.1475
Si 3.8731 9.5656 29.1221
Si 7.7347 9.5469 29.1935
Si 0 0 31.0965
Si 3.8672 0 31.0965
Si 7.7343 0 31.0965
Si 1.9336 1.3673 31.0965
Si 5.8008 1.3673 31.0965
Si 9.6679 1.3673 31.0965
Si 0 5.469 31.0965
Si 3.8672 5.469 31.0965
Si 7.7343 5.469 31.0965
Si 1.9336 6.8362 31.0965
Si 5.8008 6.8362 31.0965
Si 9.6679 6.8362 31.0965
Si 1.9336 2.7345 0.9679
Si 5.8008 2.7345 0.9679
Si 9.6679 2.7345 0.9679
Si 0 4.1018 0.9679
Si 3.8672 4.1018 0.9679
Si 7.7343 4.1018 0.9679
Si 1.9336 8.2035 0.9679
Si 5.8008 8.2035 0.9679
Si 9.6679 8.2035 0.9679
Si 0 9.5708 0.9679
Si 3.8672 9.5708 0.9679
Si 7.7343 9.5708 0.9679
Si 11.6048 0.0157 2.9072
Si 3.8498 0.0338 2.9197
Si 7.7531 0.0091 2.8843
Si 1.9227 1.3849 2.8983
Si 5.8232 1.3351 2.8549
Si 9.6681 1.3777 2.9147
Si 11.5791 5.4977 2.8828
Si 3.8899 5.4803 2.8967
Si 7.7405 5.5117 2.9021
Si 1.9314 6.8173 2.8873
Si 5.8056 6.8569 2.8944
Si 9.6669 6.8864 2.9437
Si 1.9428 2.7971 4.7863
Si 5.8943 2.748 4.7283
Si 9.6266 2.8 4.8192
Si 11.5765 4.1217 4.795
Si 3.9425 4.0713 4.7928
Si 7.7563 4.2255 4.8789
Si 1.884 8.1481 4.8404
Si 5.7948 8.2714 4.7966
Si 9.6603 8.2992 4.8942
Si 11.6221 9.6349 4.8727
Si 3.7957 9.5183 4.8133
Si 7.7182 9.6536 4.8547
Si 11.5715 0.1906 6.7497
P 3.6976 -0.117 6.7553
Si 7.719 0.0911 6.8174
Si 2.034 1.418 6.6883
P 5.6956 1.1573 6.3975
Si 9.65 1.5507 6.8209
Si 11.5355 5.4936 6.7073
Si 4.0161 5.3891 6.7481
Si 7.7514 5.6712 6.814
Si 2 6.599 6.6579
Si 5.8208 6.9654 6.7288
Si 9.7608 7.0314 6.9054
O 9.9744 7.9789 8.2924
O 7.5918 10.0141 8.1596
O 7.411 4.7014 8.1322
O 3.1405 10.3135 8.2816
O 2.1179 7.4747 8.0541
O 4.1071 4.4431 8.1414
O 9.7786 2.4647 8.2166
O 2.6111 2.2696 8.0344
O 11.3986 4.582 8.0896
O 5.3522 2.1126 7.6892
O 5.8129 7.9808 8.0631
O 11.3138 10.3038 8.1512
O 11.2775 10.0836 21.795
O 3.2358 10.713 21.5285
O 5.771 7.7821 22.1657
O 4.2259 4.4522 21.9356
O 7.6822 9.6905 22.1846
O 10.3233 7.6683 22.1745
O 1.6179 2.3939 22.1099
O 5.9435 2.4374 21.8741
O 8.4463 4.6978 22.2125
O -0.0691 4.4446 22.0392
O 2.3398 7.384 21.9291
O 9.1316 1.8816 21.8645
Si 1.9305 7.7368 9.6234
Si 5.0333 0.5884 17.6811
Si 2.4875 5.4249 14.0402
Si 10.5579 3.8712 14.0497
Si 8.2837 2.386 15.2574
Si 9.5516 2.2425 20.3382
Si 10.5046 3.6595 9.0817
Si 0.0277 2.3141 11.5721
Si 10.9934 8.126 15.4
Si 5.1705 6.9395 13.9713
Si 5.7423 2.5926 11.0742
Si 8.5831 7.6651 19.3914
Si 8.1249 4.8444 20.6271
Si 5.9163 9.591 15.1989
Si 2.1162 7.6417 20.3425
Si 1.9276 4.8925 18.7924
Si 4.497 3.4508 18
Si 8.4933 8.9276 16.8245
Si 0.8127 9.4753 13.315
Si 9.9087 10.6447 11.7211
Si 5.3554 3.7074 21.0073
Si 0.5799 5.5214 16.2693
Si 10.7888 9.1338 9.1401
Si 6.5664 8.8986 21.2871
Si 7.0984 7.1454 11.4407
Si 2.6545 0.7289 12.2553
Si 10.8927 8.6808 21.0374
Si 6.0479 4.338 15.6102
Si 7.0885 0.4919 12.9717
Si 4.0906 2.8417 8.4867
Si 0.8721 6.7412 11.9177
Si 6.531 9.0923 9.028
Si 0.6694 3.2848 21.1431
Si 9.7764 6.5171 12.8847
Si 7.7094 4.5519 9.7253
Si 3.9874 10.0776 20.2127
Si 4.2448 3.0445 13.5071
Si 3.7904 9.9863 9.7738
Si 8.0522 0.7815 18.032
O 11.5012 3.2395 12.8943
O 9.3337 4.4868 9.8825
O 8.8093 3.6031 19.853
O 4.0328 -0.0453 18.8066
O 11.3326 4.5322 15.3111
O 9.8709 9.7834 10.3262
O 3.7522 1.5291 13.161
O 0.6364 9.0327 14.8726
O 6.4703 0.9888 18.3731
O 4.771 3.1746 19.5894
O 6.2578 1.1816 11.7364
O 0.5532 8.588 9.834
O 5.6315 4.3309 17.1982
O 8.4334 7.2075 12.3443
O 4.4482 2.5265 10.0482
O 2.0711 5.6595 15.5965
O 3.3673 0.026 10.9812
O 5.8788 7.227 12.5213
O 2.3097 6.3519 19.3858
O 0.6482 4.9419 17.7853
O 8.4091 10.6835 12.3604
O 5.3956 10.1099 9.5955
O 0.5989 8.1968 20.1967
O 9.773 2.6078 14.6854
O 1.9695 10.6024 13.2693
O 9.9369 9.1137 16.1167
O 6.1475 10.3628 13.7743
O 7.473 1.6024 14.0923
O 1.6519 3.9167 20.04
O 5.9314 5.8045 14.8915
O 7.334 8.9453 15.6943
O 1.507 1.6682 11.6138
O 7.149 8.3624 10.3497
O 4.3271 1.9979 17.2605
O 7.0267 3.187 10.2778
O 11.5125 6.9951 16.436
O 8.2644 10.1376 17.8515
O 3.2708 8.4913 10.1597
O 7.5939 3.8396 15.5198
O 3.1361 4.3081 17.8954
O 2.8865 3.8931 13.7121
O 1.3291 8.2145 12.4377
O 1.1927 5.6977 13.106
O 4.9763 8.3083 14.8436
O 11.1739 2.3895 20.3295
O 10.9639 9.9832 12.7687
O 5.2118 3.5651 12.2847
O 5.1108 3.217 14.8681
O 6.4937 4.8036 20.5567
O 8.4008 1.5553 16.6461
O 10.4093 1.2348 11.4629
O 10.8699 6.6179 11.6705
O 3.2536 8.6831 19.841
O 1.7132 6.4049 10.5532
O 7.1669 8.186 19.9755
O 8.4887 7.583 17.7593
O 3.6801 6.4209 13.6129
O 9.5544 4.9692 13.3554
O 5.5234 9.9936 20.73
O 10.2744 7.3844 14.1523
O 8.7931 6.162 19.9651
O 7.0578 5.7641 10.5834
O 5.2588 10.544 16.3729
O 9.0498 1.1469 19.2567
O 11.5695 3.1592 10.19
O 9.7414 8.7092 19.8834

Results
free energy: -144870.597 eV
free energy less fixed offsets of O -568.88, P -755.39, Si -635.61 eV per atom: 2.833 eV

Forces (eV/angstrom), in the order of the atoms: element, x, y, z
Si 0.002 0.007 0.0062
Si 0.0002 -0.0007 0.0063
Si -0.0048 0.0062 0.0002
Si -0.0059 -0.0093 0.0012
Si 0.0002 -0.012 -0.0022
Si 0.0006 -0.0044 0.0054
Si -0.0069 0.0031 -0.0017
Si 0.0048 0.0029 -0.0024
Si -0.0053 -0.0017 0.0021
Si -0.0048 -0.0027 0.0044
Si 0.0018 -0.0022 0.002
Si 0.0018 -0.0015 0.003
Si 0.0033 -0.0006 -0.0047
Si 0.0029 0.0008 -0.0053
Si -0.0011 -0.0018 -0.0063
Si -0.0007 0.0022 0.0003
Si -0.0026 0.004 0.0047
Si 0.0028 0.0096 0.0056
Si 0.0015 -0.0003 -0.0022
Si -0.0007 0.0011 0.005
Si -0.003 -0.0036 0.006
Si -0.0028 0.0023 -0.0066
Si 0.0026 0.0056 -0.0142
Si 0.0061 0.0009 -0.0038
Si -0.0078 -0.0024 -0.0008
Si 0.0028 -0.0021 -0.0152
Si 0.0032 -0.0106 0.0029
Si 0.0028 0.0029 0.0043
Si -0.0065 -0.0026 -0.0046
Si 0.0014 -0.0026 -0.0063
Si -0.0016 -0.0018 0.0036
Si -0.0021 -0.0005 0.0043
Si 0.0021 -0.0074 0.007
Si -0.0012 -0.0052 -0.007
Si 0.0031 -0.0002 0.004
Si -0.0074 0.0045 0.0051
Si -0.019 0.0034 -0.0103
Si 0.0069 0.0036 0.0207
Si -0.0086 -0.0031 0.0167
Si 0.0045 -0.0048 -0.0067
Si 0.0167 0.0143 -0.0098
Si 0.0069 0.0027 -0.0185
Si 0.0039 0.0001 0.0124
Si 0.0116 0.0007 -0.0285
Si 0.0111 -0.0113 -0.0314
Si 0.0026 0.0144 0.0249
Si -0.0175 0.0385 0.0477
Si -0.0126 0.0086 -0.0202
Si 0.0637 -0.0027 -0.0777
Si -0.0168 -0.005 -0.2574
Si -0.0264 0.0388 0.1252
Si 0.0155 -0.0679 0.0787
Si -0.0201 -0.0196 -0.1022
Si 0.009 -0.0734 -0.092
Si 0.0097 -0.0164 0.0123
Si 0.0261 0.0192 -0.0113
Si 0.0047 -0.0358 0.03
Si 0.0201 -0.0093 -0.117
Si -0.0329 -0.0857 0.1249
Si 0.0446 -0.1439 0.1723
Si 0.0093 0.0803 -0.0453
Si -0.0375 0.0618 -0.1813
Si 0.0352 0.0596 0.0464
Si -0.0772 0.0542 -0.0169
Si 0.0403 -0.0321 -0.016
Si 0.0437 0.128 0.1721
Si 0.0522 0.0363 -0.0135
Si -0.0421 0.1118 -0.0657
Si 0.0393 0.1515 0.1043
Si -0.0785 0.0091 0.0197
Si -0.0021 -0.0267 0.0761
Si 0.1045 -0.0589 -0.0495
Si 0.0066 -0.0279 -0.0007
Si 0.0022 -0.2763 0.0854
Si -0.018 -0.0375 0.0294
Si 0.0056 0.0001 -0.0108
Si -0.013 0.0572 0.0955
Si -0.0236 0.0009 -0.0007
Si -0.0363 -0.0018 -0.0212
Si -0.0417 0.0082 -0.0041
Si 0.1393 0.0286 0.0353
Si -0.0177 0.0318 0.0331
Si 0.0005 -0.0021 0.0464
Si 0.0008 -0.037 -0.0776
Si -0.0102 -0.0229 0.0729
Si 0.245 0.0279 0.2527
Si -0.0351 0.0337 -0.0137
Si -0.0017 0.0299 0.0094
Si 0.0713 -0.0071 -0.0423
Si -0.0545 0.1754 -0.1343
Si 0.0592 0.0268 -0.0275
Si -0.0493 0.1141 -0.0218
Si -0.0056 -0.0047 -0.0338
Si 0.0125 -0.0164 0.032
Si 0.044 0.089 -0.0697
Si 0.0001 0.027 0.0222
Si 0.077 0.0228 -0.0629
P 0.1767 -0.2058 0.5887
Si -0.1965 -0.1082 0.0784
Si 0.0294 0.0363 0.1902
P 0.155 0.1549 -0.6176
Si 0.0193 -0.0602 0.1161
Si -0.0103 -0.0064 0.0111
Si -0.0033 -0.0684 0.0095
Si 0.0266 -0.0329 -0.0545
Si -0.0371 0.065 0.0548
Si -0.0035 0.0197 0.0345
Si -0.0268 -0.0039 0.0229
O 0.0199 0.0146 0.0124
O -0.1072 0.0615 0.0139
O -0.0029 0.0131 0.0267
O -0.4377 -0.2439 0.1989
O 0.0114 -0.037 0.0185
O 0.0325 0.0334 0.0345
O 0.009 0.0079 -0.0175
O -0.0211 0.0126 -0.0113
O -0.0082 0.0008 -0.0097
O -0.0041 0.0014 0.0188
O 0.0309 -0.0079 0.0069
O 0.0252 -0.0056 -0.0003
O -0.0007 -0.0055 -0.0118
O 0.0028 -0.001 -0.0138
O -0.0051 0.002 -0.0052
O -0.0032 -0.0002 -0.0073
O -0.0022 -0.0048 -0.0093
O -0.0006 0.0028 -0.0106
O -0.0003 0.0039 -0.0097
O -0.0029 0.0042 -0.0074
O -0.0024 0.0001 -0.0092
O 0.0004 -0.0028 -0.0068
O 0.0009 -0.0046 -0.0072
O 0.001 0.0002 -0.0152
Si -0.0207 0.0025 -0.0474
Si -0.0064 -0.0043 0.0211
Si -0.0083 0.005 -0.0036
Si -0.001 -0.0013 0.0008
Si 0.0013 -0.0095 0.0107
Si 0.004 0.0006 0.0203
Si 0.0109 0.0108 -0.0356
Si 0.0039 0.0063 -0.0328
Si 0.0032 0.0047 0.0049
Si -0.0001 0.0088 -0.0103
Si 0.017 0.0257 0.0349
Si -0.0023 -0.0037 0.0211
Si 0.0001 -0.0024 0.0136
Si -0.0027 0.0048 0.0022
Si -0.0034 0.0069 0.0116
Si -0.0054 -0.0006 0.0209
Si -0.008 -0.0078 0.018
Si -0.0002 0.0028 0.0141
Si 0.0057 0.001 0.0045
Si 0.0052 0.0011 0.0079
Si 0.0067 -0.0018 0.0172
Si -0.0067 0.0042 0.0209
Si 0.0218 0.0032 -0.0527
Si -0.0023 0.0056 0.0132
Si 0.0057 -0.0241 -0.0131
Si -0.0276 -0.0025 0.0112
Si 0.003 0.0039 0.0155
Si -0.0095 -0.0053 0.015
Si 0.0031 -0.0169 0.0095
Si -0.0617 -0.0703 -0.1901
Si 0.0092 0.0045 -0.0414
Si -0.0335 -0.0676 -0.0183
Si -0.0035 -0.0045 0.0154
Si -0.0068 0.0119 -0.0144
Si 0.0128 0.0427 -0.0327
Si 0.0015 0.0012 0.0185
Si -0.0032 -0.0068 -0.0064
Si -0.1014 0.0149 -0.221
Si 0.0008 -0.0035 0.0241
O -0.005 0.0018 0.0038
O -0.0088 -0.0123 0.012
O -0.003 -0.0002 -0.0096
O 0.0049 0.0041 -0.0149
O -0.0048 -0.0049 -0.0104
O 0.0085 -0.0106 0.0099
O 0.0017 0.0013 -0.0006
O -0.0053 -0.0033 -0.0006
O 0.0014 0.0026 -0.0092
O -0.001 0.002 -0.0127
O -0.0228 0.0126 -0.025
O -0.0305 0.0046 0.0038
O 0.0047 0.0068 -0.0135
O 0.0069 -0.0004 0.0042
O 0.0888 -0.0325 -0.0442
O 0.0024 -0.0011 -0.007
O 0.0137 -0.0259 -0.0424
O -0.006 0.0033 -0.0018
O 0.0004 -0.0021 -0.0127
O 0.0004 -0.0005 -0.0135
O -0.0009 0.0066 -0.0004
O -0.0005 -0.0126 0.0126
O 0.0012 -0.0033 -0.0087
O 0.0001 0.0046 -0.0054
O -0.002 -0.0001 -0.0063
O -0.0021 -0.0032 -0.0057
O 0.0013 0.0057 -0.0054
O -0.0029 0.0029 -0.0044
O 0.0037 0.0047 -0.0123
O -0.0021 -0.0067 -0.0016
O -0.0007 0 -0.0054
O 0.003 -0.0061 0.0024
O -0.0155 0.0393 -0.0353
O 0.0028 0.0028 -0.0048
O -0.0189 -0.0183 0.0027
O -0.0008 -0.0056 -0.0063
O -0.003 0.0005 -0.0103
O 0.0327 0.0493 -0.0086
O -0.0035 0.0018 -0.0046
O 0.0007 -0.0009 -0.0101
O -0.0053 0.0039 0.0023
O -0.0034 0.0028 -0.0027
O 0.0058 -0.0023 0.0049
O -0.0003 -0.0041 -0.0041
O -0.0007 0.0012 -0.0091
O -0.0044 0.0024 -0.0048
O -0.0004 -0.0187 -0.0186
O 0.0066 0.0062 -0.0044
O -0.0025 -0.0005 -0.0083
O 0.0006 0.0033 -0.0173
O 0.0028 -0.0053 0.0055
O -0.006 -0.0028 0.011
O -0.0037 -0.0031 -0.0094
O -0.0129 0.0048 0.0317
O 0.0033 -0.0049 -0.0085
O -0.0003 -0.0001 -0.0123
O 0.0005 -0.0007 0.0039
O 0.0008 -0.007 0.0032
O 0.0032 -0.0072 -0.0087
O -0.005 0.0008 0.0019
O 0.0007 -0.0014 -0.01
O -0.0051 0.0015 0.01
O 0.0012 -0.001 -0.0086
O -0.0027 -0.0047 -0.018
O -0.0144 -0.0019 0.0126
O -0.0046 -0.0027 -0.0114

The program warned: the cutoff lies below the one the program advises for these potential files; the forces do not sum to zero within the program's tolerance; the exchange-correlation potential is rough where the density is thin.
